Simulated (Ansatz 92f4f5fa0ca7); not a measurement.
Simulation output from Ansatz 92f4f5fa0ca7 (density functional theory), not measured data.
Periodic cell of 288 atoms, Si196O92, from a study of silicon, its oxide and their interface. The atomic structure is a simulated model.

Settings
functional: PBE
potential files: Ansatz PAW
basis: plane waves
wave-function cutoff: 700 eV
density cutoff ratio: 5
exchange-correlation grid ratio: 1
k mesh: 2 x 2 x 1, shifted by 0.5 0.5 0.5 of a step
self-consistency stop: 5e-08 eV per atom in the density residual
occupations: fixed
spin: none
net charge: 0

Cell vectors (angstrom)
a	11.6015	0	0
b	0	10.938	0
c	0	0	40.5641

Atoms: element, x, y, z (angstrom)
Si	0	0	0.9665
Si	3.8672	0	0.9665
Si	7.7343	0	0.9665
Si	1.9336	1.3673	0.9665
Si	5.8008	1.3673	0.9665
Si	9.6679	1.3673	0.9665
Si	0	5.469	0.9665
Si	3.8672	5.469	0.9665
Si	7.7343	5.469	0.9665
Si	1.9336	6.8362	0.9665
Si	5.8008	6.8362	0.9665
Si	9.6679	6.8362	0.9665
Si	1.9336	2.7345	39.5971
Si	5.8008	2.7345	39.5971
Si	9.6679	2.7345	39.5971
Si	0	4.1018	39.5971
Si	3.8672	4.1018	39.5971
Si	7.7343	4.1018	39.5971
Si	1.9336	8.2035	39.5971
Si	5.8008	8.2035	39.5971
Si	9.6679	8.2035	39.5971
Si	0	9.5708	39.5971
Si	3.8672	9.5708	39.5971
Si	7.7343	9.5708	39.5971
Si	0	0	4.8337
Si	3.8672	0	4.8337
Si	7.7343	0	4.8337
Si	1.9336	1.3673	4.8337
Si	5.8008	1.3673	4.8337
Si	9.6679	1.3673	4.8337
Si	0	5.469	4.8337
Si	3.8672	5.469	4.8337
Si	7.7343	5.469	4.8337
Si	1.9336	6.8362	4.8337
Si	5.8008	6.8362	4.8337
Si	9.6679	6.8362	4.8337
Si	1.9336	2.7345	2.9001
Si	5.8008	2.7345	2.9001
Si	9.6679	2.7345	2.9001
Si	0	4.1018	2.9001
Si	3.8672	4.1018	2.9001
Si	7.7343	4.1018	2.9001
Si	1.9336	8.2035	2.9001
Si	5.8008	8.2035	2.9001
Si	9.6679	8.2035	2.9001
Si	0	9.5708	2.9001
Si	3.8672	9.5708	2.9001
Si	7.7343	9.5708	2.9001
Si	0.4087	0.0164	29.7774
Si	4.1268	0.1065	29.9549
Si	7.4869	-0.1243	29.909
Si	2.2253	1.4206	29.8016
Si	5.9275	1.5935	30.1338
Si	9.6147	1.8932	29.6263
Si	0.2214	5.2322	29.9911
Si	4.1106	5.3634	30.0193
Si	7.9945	5.7019	29.8854
Si	2.0764	6.6776	29.943
Si	5.9179	6.8367	29.9937
Si	10.0705	6.8362	29.9404
Si	2.0153	2.6564	31.8509
Si	5.8719	2.8931	32.0422
Si	9.5984	2.7842	31.8278
Si	0.0465	3.9635	31.9186
Si	3.865	4.1236	31.9937
Si	7.7907	4.2932	31.8602
Si	2.023	8.1931	31.8279
Si	5.8582	8.223	31.9095
Si	9.8005	8.2499	31.8273
Si	0.1008	9.6424	31.7838
Si	3.9327	9.6124	31.8594
Si	7.7957	9.5512	31.8803
Si	0.0709	0.0185	33.7533
Si	3.9475	0.0102	33.8111
Si	7.7987	-0.0041	33.801
Si	2.0135	1.3451	33.8058
Si	5.8842	1.3861	33.8514
Si	9.7094	1.3645	33.7383
Si	0.0545	5.4634	33.7734
Si	3.8903	5.5206	33.8677
Si	7.7977	5.5583	33.8257
Si	1.9642	6.8705	33.7991
Si	5.8335	6.8594	33.833
Si	9.7517	6.8776	33.7763
Si	1.9607	2.7381	35.726
Si	5.8404	2.7559	35.7611
Si	9.7036	2.7289	35.6993
Si	0.0288	4.1078	35.7207
Si	3.8914	4.1008	35.7501
Si	7.7795	4.1165	35.7177
Si	1.9464	8.2252	35.7349
Si	5.8276	8.223	35.7522
Si	9.7119	8.2149	35.7299
Si	0.0219	9.6006	35.712
Si	3.8955	9.5744	35.7371
Si	7.7715	9.5697	35.7337
Si	0	0	37.6635
Si	3.8672	0	37.6635
Si	7.7343	0	37.6635
Si	1.9336	1.3673	37.6635
Si	5.8008	1.3673	37.6635
Si	9.6679	1.3673	37.6635
Si	0	5.469	37.6635
Si	3.8672	5.469	37.6635
Si	7.7343	5.469	37.6635
Si	1.9336	6.8362	37.6635
Si	5.8008	6.8362	37.6635
Si	9.6679	6.8362	37.6635
Si	1.9085	2.7186	6.7791
Si	5.7852	2.7341	6.771
Si	9.6187	2.7249	6.7728
Si	-0.0287	4.0708	6.7182
Si	3.8421	4.0866	6.7702
Si	7.7026	4.1112	6.7827
Si	1.9069	8.2111	6.7389
Si	5.773	8.1839	6.7667
Si	9.6351	8.211	6.751
Si	-0.0325	9.579	6.7874
Si	3.8527	9.5575	6.7483
Si	7.6899	9.5594	6.785
Si	-0.0804	0.0235	8.7305
Si	3.8551	0.0177	8.6484
Si	7.648	-0.0558	8.7644
Si	1.903	1.3233	8.7094
Si	5.7715	1.3875	8.7222
Si	9.5517	1.3256	8.6904
Si	-0.0328	5.4476	8.6067
Si	3.8288	5.4387	8.714
Si	7.6919	5.4687	8.739
Si	1.9095	6.8263	8.6403
Si	5.7468	6.811	8.6999
Si	9.6363	6.8065	8.6433
Si	1.9051	2.6539	10.6573
Si	5.772	2.7439	10.6855
Si	9.5261	2.6407	10.6318
Si	-0.0861	3.8725	10.3614
Si	3.792	4.1048	10.6919
Si	7.6765	4.1516	10.7256
Si	1.8806	8.3448	10.4379
Si	5.6816	8.1504	10.6423
Si	9.6151	8.129	10.58
Si	-0.0817	9.5991	10.6625
Si	3.8464	9.6657	10.5998
Si	7.6634	9.4441	10.7067
Si	0.3287	-0.2477	12.7938
Si	3.9317	0.1308	12.5641
Si	7.6956	-0.2772	12.7497
Si	1.9913	1.4183	12.7202
Si	5.9426	1.3286	12.6184
Si	9.3301	1.3907	12.6818
Si	-0.0689	5.3065	12.11
Si	3.5276	5.5693	12.5825
Si	7.5634	5.5384	12.7395
Si	1.6298	6.9324	12.2287
Si	5.5627	6.8303	12.6308
Si	9.6517	6.6856	12.4614
O	7.4445	4.6808	14.18
O	-12.9147	7.6993	13.639
O	7.7894	9.792	14.2021
O	0.5597	20.4765	13.9738
O	28.7705	-3.0434	13.9123
O	3.0729	4.6846	13.9301
O	10.6968	0.7193	13.286
O	15.0851	8.1014	15.5007
O	1.8665	13.2924	14.1211
O	32.0944	2.5326	13.7907
O	6.1958	2.313	13.9663
O	-7.7569	9.9878	13.8165
O	11.1654	12.357	29.443
O	2.0242	2.3564	28.4324
O	5.5123	7.6208	28.5738
O	-16.2263	9.7999	28.7159
O	10.5305	7.705	28.573
O	0.2126	4.3304	28.5704
O	1.6857	-3.3056	28.6232
O	4.805	2.1216	27.2568
O	-30.3726	-6.6915	28.8107
O	15.9253	-0.8839	28.6157
O	11.9288	9.9479	28.482
O	8.9013	11.3844	29.3295
Si	11.8943	4.2263	20.1465
Si	2.8658	7.9607	16.9959
Si	8.278	4.311	28.0314
Si	6.451	2.4373	23.4315
Si	11.0061	12.5783	18.4691
Si	0.8308	5.9516	16.422
Si	8.6132	0.4069	24.3548
Si	1.7121	10.4952	18.3028
Si	9.6711	5.2449	25.28
Si	4.7872	6.5417	18.811
Si	7.3042	9.7882	15.7911
Si	6.657	9.9625	20.1954
Si	0.2808	7.5095	25.0524
Si	0.4685	8.6427	20.3743
Si	6.0367	10.1696	25.2763
Si	10.1424	8.9742	22.8292
Si	7.5383	3.0853	14.5264
Si	3.0672	6.5969	23.6886
Si	4.6537	8.9513	14.7582
Si	-3.0849	1.4107	19.9998
Si	1.0696	3.0161	22.9438
Si	0.3407	8.3767	28.0434
Si	7.6074	4.042	21.2188
Si	10.8436	2.3645	25.1109
Si	2.672	4.1799	25.1787
Si	11.9163	7.9062	13.9163
Si	5.5066	3.0802	28.3697
Si	5.0684	3.7118	19.4413
Si	8.3677	1.6587	17.0567
Si	7.6529	7.8139	18.2459
Si	5.602	9.1707	28.0971
Si	5.6378	8.2842	22.7702
Si	4.8002	2.0147	25.6437
Si	3.8598	13.1227	21.6918
Si	1.6463	3.9644	14.3468
Si	4.3806	0.7975	19.1701
Si	1.068	3.3598	27.5592
Si	8.1897	6.5241	22.7538
Si	2.4902	6.2312	20.8132
Si	10.4837	6.4885	18.7458
O	5.6637	9.1486	26.4806
O	0.3493	26.2868	13.4586
O	9.7365	1.1766	25.2569
O	4.1491	3.5416	20.8048
O	7.6825	9.0314	19.3329
O	6.0084	9.4086	23.8637
O	1.3115	9.8987	19.7657
O	6.0801	2.791	24.9792
O	12.0591	8.3322	26.4365
O	5.8618	9.0774	21.3345
O	7.5863	-0.26	25.4499
O	5.5482	10.5977	19.1671
O	9.092	7.8194	22.3634
O	7.9675	0.1906	16.4484
O	8.9597	5.0897	26.7554
O	17.2556	9.7947	15.7495
O	11.1303	5.8622	17.3777
O	2.6885	5.7475	22.3468
O	3.9861	6.6091	20.2482
O	11.1251	9.2509	21.556
O	4.6264	4.9337	18.4332
O	0.1376	1.9628	23.7862
O	3.4502	2.7428	25.0986
O	3.6085	5.4758	24.7799
O	7.7785	1.75	18.5736
O	2.0953	6.5483	17.2525
O	7.6989	2.8307	16.1299
O	9.3267	10.2962	23.3237
O	1.8831	9.2328	17.2761
O	6.3729	6.8807	18.6625
O	10.056	3.7535	24.7631
O	1.241	4.4665	15.8557
O	7.6963	8.4735	16.721
O	13.3197	5.0459	19.9655
O	7.7077	1.4043	23.4211
O	6.7925	3.765	27.615
O	2.4162	2.2805	22.4096
O	4.948	2.2643	18.6722
O	4.9207	0.4325	25.263
O	0.1055	2.532	26.5028
O	11.1852	7.8923	19.2153
O	10.0694	11.9105	19.6644
O	8.6462	5.9178	24.2023
O	3.1394	11.2787	18.2341
O	1.5563	7.5649	20.9195
O	4.1484	7.7339	23.2035
O	4.1455	7.7885	17.9754
O	9.1842	3.0051	28.4999
O	11.0371	6.1417	25.3727
O	1.7433	7.2742	24.3693
O	0.1441	2.9881	19.07
O	0.2379	3.6587	21.6865
O	6.5658	4.1173	19.9668
O	6.6297	6.9937	22.8422
O	7.6199	11.1905	20.7496
O	9.9925	1.9157	17.1939
O	0.5292	0.6052	17.8997
O	3.7998	0.908	20.6892
O	8.3602	5.4578	21.5136
O	12.1787	7.1127	15.3073
O	5.0921	1.8597	22.7146
O	1.4574	4.1268	24.0835
O	8.6058	2.7851	20.8915
O	-0.9122	5.3151	19.882
O	8.9304	6.8235	18.4269
O	6.8474	3.7831	22.6371
O	11.0241	8.4607	24.0751
O	2.0426	4.3494	26.6742

Results
free energy: -176940.900 eV
free energy less fixed offsets of O -569.03, Si -635.61 eV per atom: -10.580 eV

Forces (eV/angstrom), in the order of the atoms: element, x, y, z
Si	0.0036	0.0157	-0.0013
Si	0.0001	-0.013	0.0005
Si	-0.0026	0.0113	0.0051
Si	0.0028	-0.0073	0.0003
Si	-0.0034	0.0197	0.0081
Si	-0.0003	-0.0104	-0.0038
Si	0.0015	-0.0298	-0.0174
Si	-0.0012	-0.0087	0.0025
Si	-0.0005	0.0142	0.0006
Si	-0.0006	0.0231	-0.0054
Si	-0.0013	0.0048	0.0083
Si	0.0025	0.0097	-0.0047
Si	0.0073	0.0098	-0.0067
Si	0.0083	-0.0388	0.0199
Si	0.0044	0.0303	-0.0246
Si	0.0125	0.0153	-0.0036
Si	0.0017	0.03	0.0233
Si	0.009	-0.0072	0.0042
Si	0.0076	-0.0215	-0.002
Si	0.0101	-0.0195	0.0113
Si	0.0097	-0.0037	-0.0064
Si	0.0066	-0.024	-0.0126
Si	0.0083	0.0128	0.0017
Si	0.006	-0.0009	0.0022
Si	-0.0219	-0.0089	0.0967
Si	-0.0052	-0.009	-0.0833
Si	-0.0559	-0.0346	0.1365
Si	-0.0126	-0.051	0.0464
Si	-0.0032	0.0028	0.0294
Si	-0.0652	-0.0103	0.0051
Si	-0.0348	-0.0426	-0.2238
Si	-0.0175	-0.0498	0.0623
Si	-0.0294	0.0205	0.0757
Si	-0.0326	0.0044	-0.162
Si	-0.0187	-0.0717	-0.0537
Si	-0.0393	0.0186	-0.0899
Si	-0.0028	0.0168	0.0048
Si	-0.0094	-0.0029	0.0124
Si	-0.0078	0.0052	-0.0047
Si	-0.0085	0.0683	-0.0362
Si	-0.0134	0.0077	0.0034
Si	-0.0014	-0.0215	0.0146
Si	-0.0067	-0.0496	-0.0285
Si	-0.0155	-0.0015	-0.0003
Si	-0.0004	-0.0302	-0.0151
Si	-0.0122	-0.0233	0.0063
Si	-0.0012	0.0181	-0.0074
Si	-0.0063	-0.0311	0.0207
Si	0.0408	0.0646	-0.0319
Si	0.0142	0.0111	0.017
Si	-0.0846	-0.0118	-0.0418
Si	-0.0508	-0.0236	0.0019
Si	-0.0252	-0.0249	-0.0313
Si	0.0343	-0.0418	-0.0429
Si	-0.0532	-0.0152	-0.1131
Si	-0.0108	-0.0364	-0.0513
Si	-0.0398	-0.0334	0.0671
Si	-0.068	0.0767	-0.0024
Si	-0.0645	0	-0.0689
Si	0.0823	0.0227	-0.0395
Si	0.109	-0.0311	0.0162
Si	0.0399	-0.1123	-0.0132
Si	-0.0446	-0.0105	0.0292
Si	0.0222	0.055	0.0524
Si	-0.0389	0.0236	-0.0032
Si	0.1138	0.0361	-0.0219
Si	0.0084	-0.0866	-0.0154
Si	-0.0037	-0.0405	-0.0095
Si	0.0518	-0.0403	0.0238
Si	-0.0171	0.0371	0.0123
Si	0.0344	0.0795	-0.0272
Si	0.0083	0.0287	0.0067
Si	-0.0179	-0.0373	0.0225
Si	-0.0215	-0.0361	0.0133
Si	-0.0226	-0.0529	0.0077
Si	-0.0007	0.0461	-0.0036
Si	-0.0005	0.0404	0.0148
Si	-0.0211	0.0574	0.0129
Si	-0.003	-0.0559	0.0053
Si	-0.0038	-0.0478	-0.0002
Si	-0.016	-0.0443	0.0071
Si	-0.019	0.0435	0.0078
Si	-0.0071	0.0347	0.0043
Si	0.009	0.0585	-0.0033
Si	-0.0017	-0.0403	-0.0045
Si	0.0072	-0.0336	-0.008
Si	-0.0124	-0.037	0.0052
Si	-0.0019	0.044	0.0057
Si	-0.0094	0.0338	0.0028
Si	0.0064	0.0347	0.014
Si	-0.0172	-0.036	0.007
Si	-0.0002	-0.0283	0.0011
Si	0.0183	-0.0388	0.0097
Si	-0.003	0.0213	0.0007
Si	0.0118	0.0278	-0.0111
Si	-0.0051	0.0303	-0.0036
Si	0.0226	0.0727	-0.0342
Si	0.0009	0.043	0.0197
Si	0.0547	0.0162	0.0047
Si	0.014	0.0217	-0.014
Si	0.0489	0.0329	0.1388
Si	0.0356	0.051	-0.1321
Si	0.0167	-0.0269	-0.0257
Si	0.0213	0.0262	0.1181
Si	0.0704	0.005	-0.0178
Si	0.0005	0.0663	-0.0359
Si	0.0316	-0.0068	0.0441
Si	0.0545	0.0342	-0.0361
Si	0.0112	-0.025	0.0054
Si	0.0165	-0.0384	0.007
Si	-0.0178	-0.0295	-0.0027
Si	0.0106	0.0272	-0.006
Si	-0.0126	0.0321	-0.005
Si	0.0066	0.0281	0.0003
Si	-0.0039	-0.0312	0.0015
Si	-0.0033	-0.0385	0.0054
Si	0.0216	-0.0348	0.006
Si	-0.0027	0.0331	-0.0072
Si	0.0168	0.0328	0.0055
Si	-0.0087	0.0541	0.0003
Si	0.0057	-0.0417	-0.012
Si	0.0148	-0.0383	-0.0033
Si	0.013	-0.0664	0.0184
Si	0.0032	0.0321	-0.017
Si	-0.0011	0.061	-0.0145
Si	-0.001	0.0381	-0.0049
Si	-0.012	-0.0545	0.014
Si	-0.0081	-0.0441	-0.0015
Si	0.0071	-0.0513	-0.025
Si	0.009	0.0322	-0.0126
Si	-0.0184	0.0466	-0.0106
Si	-0.0278	0.0471	0.0134
Si	0.0363	-0.0527	0.0429
Si	0.0175	-0.1143	0.0019
Si	-0.0278	-0.0215	-0.0049
Si	-0.0174	0.0523	-0.0244
Si	-0.0572	0.0572	0.0097
Si	0.0463	0.0658	-0.0032
Si	-0.0028	-0.0597	0.014
Si	-0.0235	-0.0453	-0.0049
Si	0.0434	-0.0557	-0.0146
Si	-0.0784	0.0341	0.015
Si	0.019	0.0665	0.0375
Si	-0.014	0.1084	0.003
Si	-0.037	0.011	-0.0191
Si	0.0153	-0.0006	0.0159
Si	0.0027	-0.0449	-0.0168
Si	0.0082	0.0148	-0.0241
Si	-0.0514	0.0055	0.0286
Si	0.0839	-0.0391	0.0112
Si	0.1559	0.0375	0.1137
Si	-0.056	-0.0392	-0.0181
Si	0.0323	-0.0283	0.0111
Si	-0.0173	-0.089	-0.0245
Si	-0.0159	0.0291	0.0535
Si	0.1243	0.0334	-0.0341
O	0.0136	-0.0268	-0.0321
O	-0.0187	0.0749	0.0633
O	0.0094	0.0219	-0.0084
O	-0.0244	0.0115	-0.0216
O	-0.0264	0.0259	-0.0039
O	-0.0272	-0.0068	-0.0274
O	-0.0383	0.0412	0.113
O	0.0066	0.0102	0.0119
O	-0.0059	-0.0095	-0.032
O	-0.0237	-0.0238	-0.0073
O	0.0324	0.0142	-0.0076
O	0.0171	-0.0002	-0.0143
O	-0.0409	-0.0547	-0.0609
O	-0.0076	0.0216	-0.0017
O	0.0582	0.0575	0.0054
O	-0.0282	-0.0039	0.0115
O	0.0186	0.0095	0.0201
O	0.0289	-0.0131	0.0192
O	0.0148	0.0003	0.0205
O	0.0061	0.0141	-0.0161
O	-0.0398	-0.0021	0.0146
O	0.0218	-0.0129	0.0135
O	-0.0063	0.0022	0.0287
O	0.0302	0.1109	0.0055
Si	-0.0023	-0.0018	0.0024
Si	-0.0058	-0.0009	-0.0015
Si	-0.0068	0.004	-0.0048
Si	-0.0005	-0.0001	0.0031
Si	0.0034	0	-0.0018
Si	-0.0058	-0.0044	-0.004
Si	-0.0001	-0.0026	0.0015
Si	-0.0036	-0.0015	-0.0015
Si	-0.0032	0.0001	-0.0006
Si	0.0004	-0.0001	0.002
Si	0.0068	-0.0062	0.0102
Si	0.0016	-0.0045	0.0061
Si	-0.0002	0.0001	-0.004
Si	-0.001	0.0047	0.0032
Si	0.0026	-0.001	0.0023
Si	-0.0018	0.0041	-0.0021
Si	-0.0015	0.0003	0.018
Si	0.0036	-0.0015	0.0027
Si	-0.0058	-0.02	-0.0015
Si	0.001	-0.0003	0.0092
Si	-0.0038	-0.0028	-0.0001
Si	-0.0125	0.0116	-0.0097
Si	0.0041	0.0028	0.0028
Si	-0.005	-0.0083	-0.0056
Si	0.0034	0.0032	-0.0008
Si	-0.0751	0.0134	0.0191
Si	0.0116	-0.0074	0.0107
Si	0.0001	0.0014	-0.0012
Si	0.0086	0.0037	0.005
Si	0.0041	-0.0047	0.0042
Si	0.0101	-0.015	-0.0023
Si	-0.0028	0.001	-0.0005
Si	0.0001	-0.0015	-0.0006
Si	-0.0025	-0.0035	0.0054
Si	-0.0393	0.0188	-0.0111
Si	-0.0015	-0.0039	-0.0002
Si	0.0103	-0.0052	-0.0084
Si	0.0002	-0.0023	-0.0043
Si	-0.0005	-0.0022	0.0042
Si	-0.0006	-0.0027	-0.0015
O	0.0044	0.0254	0.0068
O	-0.0029	-0.0356	0.0048
O	0.0017	0.0108	-0.0181
O	0.0146	-0.0292	-0.0034
O	-0.0181	-0.0105	-0.0114
O	-0.0098	-0.0095	0.0091
O	-0.0035	-0.0119	-0.016
O	-0.0232	-0.0262	-0.0206
O	-0.0043	-0.0149	0.0128
O	0.0174	-0.0002	-0.0094
O	-0.0126	0.0019	-0.0166
O	-0.0023	0.0169	0.0202
O	0.0005	-0.0015	0.0228
O	-0.009	0.0002	-0.0055
O	0.0006	-0.0192	-0.0071
O	0.0147	-0.0143	-0.0275
O	0.0185	0.0151	0.0023
O	0.0014	0.0134	0.0069
O	-0.0176	-0.0026	0.0078
O	0.0003	-0.0216	0.0011
O	0.0117	-0.0067	0.0119
O	-0.0026	0.0202	0.0068
O	0.0078	0.0166	0.0203
O	-0.0337	-0.0091	-0.0097
O	0.0317	-0.016	-0.0001
O	-0.0156	0.0012	-0.0087
O	0.0078	-0.0201	-0.0206
O	0.0009	-0.005	0.0077
O	0.0144	-0.0093	0.0112
O	0.0087	0.0018	0.0022
O	0.012	0.0004	0.0192
O	0.0063	0.0213	0.0002
O	-0.0067	0.0212	0.0105
O	-0.0214	0.0136	0.0225
O	-0.0073	0.0073	0.0259
O	0.0068	0.0058	0.0059
O	-0.0075	0.0184	-0.0058
O	-0.0168	-0.0053	0.0268
O	0.0181	0.0042	0.0156
O	0.0042	0.0228	0.0046
O	0.0037	-0.0125	0.0161
O	-0.0145	0.0277	-0.0247
O	0.0126	-0.0007	-0.0054
O	0.0017	-0.0025	0.016
O	-0.0055	-0.0062	-0.0199
O	-0.0023	-0.0153	0.002
O	-0.006	0.0064	-0.003
O	-0.0103	-0.0467	0.031
O	-0.0131	0.0091	-0.0106
O	0.0006	-0.0115	0.002
O	-0.013	-0.0065	0.0162
O	0.0244	-0.0027	-0.0071
O	-0.0089	-0.0076	0.0207
O	0.0103	0.015	-0.0069
O	-0.0019	0.007	-0.0325
O	-0.0213	-0.0088	0.0206
O	-0.0006	0.0036	0.0227
O	0.0135	0.0229	-0.0197
O	-0.0145	0.0078	0.0183
O	0.0003	-0.0059	-0.0156
O	0.0042	0.0215	-0.01
O	0.0205	-0.0068	0.0041
O	-0.023	-0.0064	-0.0123
O	0.0298	0.0003	-0.0183
O	0.0042	0.0141	-0.001
O	0.0006	-0.0276	-0.0112
O	-0.0029	-0.0109	-0.0073
O	-0.0089	-0.0292	-0.0072

The program warned: the cutoff lies below the one the program advises for these potential files; the forces do not sum to zero within the program's tolerance; the exchange-correlation potential is rough where the density is thin.
